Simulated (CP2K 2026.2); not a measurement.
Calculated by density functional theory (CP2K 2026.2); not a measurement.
Periodic cell of 521 atoms, Si360O161, from a study of silicon, its oxide and their interface. The atomic structure is a simulated model.
Doubt: the forces sum to 1.84 eV/angstrom along one axis rather than to zero, so they err by at least 0.0035 eV/angstrom per atom on average; the grid cutoff is modest.

Settings: functional PBE; method Gaussian and plane waves; basis set DZVP-MOLOPT-SR-GTH; pseudopotentials GTH-PBE; grid cutoff 350 Ry, relative cutoff 50 Ry; k points Gamma only; occupations fixed; spin none; net charge 0.

Cell vectors (angstrom)
a 16.32 0 0
b 0 16.32 0
c -1.7733 -1.7525 34.619

Atoms and the computed forces on them: element, x, y, z (angstrom), force x, y, z (eV/angstrom)
Si 9.875 12.997 29.012 0.1 0.617 0.073
Si 1.177 -1.456 29.962 -0.015 0.073 0.108
Si 13.037 2.421 29.974 0.004 0.044 0.057
Si 3.295 8.742 0.277 0.099 0.259 0.558
Si 11.998 7.194 30.595 0.01 0.078 -0.089
Si -0.997 15.046 22.615 -0.278 -0.216 -0.678
Si 2.333 9.456 30.696 0.116 -0.056 -0.006
Si 3.54 3.008 0.015 0.634 0.086 0.322
Si 6.027 5.486 32.005 0.075 -0.082 0.073
Si 6.916 6.931 27.077 -0.286 -0.012 -0.498
Si -0.499 7.778 27.561 0.058 -0.062 0.057
Si -1.23 12.834 29.698 0.024 0.125 0.095
Si 5.748 0.847 31.31 0.125 0.061 0.067
Si 10.591 -1.136 29.323 -0.146 -0.678 -0.061
Si 8.994 4.664 32.687 -0.098 -0.296 0.504
Si 0.372 4.93 27.753 0.078 0.084 0.078
Si 7.401 13.567 27.121 0.046 -0.054 0.056
Si 10.737 4.446 30.358 -0.058 -0.096 -0.206
Si -1.466 -1.583 34.569 0.036 0.082 0.749
Si 0.179 0.268 32.446 0.073 0.015 0.109
Si 13.968 3.738 34.188 -0.078 -0.088 -0.041
Si 0.919 6.839 31.847 -0.015 0.112 -0.059
Si 0.476 11.323 0.094 0.135 0.232 0.649
Si 2.274 12.93 0.253 -0.283 0.037 0.469
Si 3.991 13.604 34.007 -0.046 0.018 0.057
Si 7.054 0.727 34.163 0.319 -0.49 0.295
Si 4.969 4.981 0.217 -0.136 -0.386 0.637
Si 8.241 8.2 0.233 -0.115 -0.133 0.622
Si 4.916 10.599 0.238 0.021 0.006 -0.061
Si 8.839 10.305 33.369 -0.064 0 0.157
Si 11.316 12.234 33.805 0.134 0.018 0.097
Si 12.105 1.215 34.479 -0.078 -0.055 0.694
Si 10.578 5.136 0.006 0.256 0.49 0.073
Si 12.54 8.983 1.325 0.027 -0.04 -0.032
Si 9.414 8.422 29.726 -0.062 0.027 -0.124
Si 14.588 8.336 31.766 0.148 0.109 0.125
Si 15.086 1.467 1.252 -0.001 -0.02 -0.112
Si 1.278 4.252 1.643 0.134 -0.144 0.572
Si 14.379 7.311 1.374 -0.189 0.22 0.415
Si 1.403 9.597 1.419 -0.016 0.042 -0.063
Si 14.97 12.294 1.231 0.296 -0.433 0.296
Si 1.459 14.929 1.287 0.032 -0.027 0.006
Si 4.218 1.146 1.331 -0.273 0.371 0.193
Si 6.717 3.936 1.397 -0.234 0.418 0.379
Si 4.119 6.835 1.451 0 0.039 -0.051
Si 6.751 9.604 1.38 -0.049 0.058 -0.009
Si 3.962 12.138 1.709 -0.014 -0.008 0.063
Si 7.433 14.489 1.539 0.111 -0.269 0.56
Si 9.917 1.012 1.248 -0.081 0.043 -0.067
Si 12.279 4.088 1.244 0.02 -0.028 -0.043
Si 9.427 6.603 1.475 -0.044 0.09 -0.015
Si 9.339 7.404 34.012 0.337 -0.163 0.595
Si 9.128 12.728 1.489 -0.212 0.21 0.547
Si 11.782 15.651 1.346 -0.25 0.095 0.54
Si 13.6 0.173 2.629 0.02 -0.022 -0.002
Si -0.011 2.722 2.815 0.012 0.045 0.013
Si 13.528 5.501 2.673 0.056 0.023 0.037
Si -0.092 8.214 2.618 -0.006 -0.06 0.019
Si 13.569 10.837 2.515 -0.041 -0.006 -0.027
Si -0.041 13.667 2.674 0.074 -0.056 -0.088
Si 2.75 -0.047 2.717 -0.024 0.059 -0.013
Si 5.471 2.546 2.798 -0.009 0.068 -0.093
Si 2.745 5.557 2.861 0.026 -0.019 0.05
Si 5.521 8.149 2.797 -0.016 0.011 0
Si 2.625 10.815 3.018 -0.015 0.036 0.014
Si 5.518 13.584 2.718 0.05 0.088 -0.034
Si 8.334 -0.021 2.74 -0.005 -0.006 -0.021
Si 10.927 2.689 2.619 -0.001 -0.031 0.057
Si 8.07 5.294 2.789 -0.016 -0.059 0.012
Si 10.875 8.023 2.732 0.045 -0.007 0.003
Si 8.138 10.957 2.72 0.072 0 -0.033
Si 10.893 13.784 2.632 0.015 0.008 -0.028
Si 14.902 15.028 3.998 -0.046 0.001 -0.014
Si 1.372 1.319 4.083 0.046 0.039 0.015
Si 14.917 4.146 4.063 0.006 -0.009 0.014
Si 1.265 6.878 4.09 -0.023 -0.011 0.022
Si 14.93 9.587 4.023 0.025 0 0.032
Si 1.261 12.31 4.153 0.016 -0.042 0.046
Si 4.153 14.961 4.07 -0.001 -0.005 0.033
Si 6.906 1.283 4.112 0.006 -0.016 0.047
Si 4.097 4.037 4.079 -0.031 -0.01 0.039
Si 6.816 6.753 4.145 0.018 -0.011 0.008
Si 4.096 9.442 4.197 -0.025 0.021 -0.01
Si 6.79 12.23 4.157 0.032 0.022 0.013
Si 9.617 14.998 4.183 -0.044 0.005 0.032
Si 12.294 1.462 4.093 -0.018 -0.027 0.005
Si 9.538 3.986 4.054 0.021 0.03 0.004
Si 12.187 6.73 4.156 0 -0.006 0.002
Si 9.534 9.52 3.991 -0.008 -0.002 -0.007
Si 12.236 12.268 3.887 0.001 -0.018 0.014
Si -0.028 -0.008 5.419 0.029 0.024 -0.023
Si 2.717 2.703 5.439 -0.016 0.007 0.004
Si -0.032 5.468 5.437 0.016 -0.013 0.04
Si 2.669 8.139 5.501 0.035 0.005 -0.004
Si -0.072 10.908 5.471 -0.002 0.032 -0.007
Si 2.736 13.628 5.434 -0.002 -0.024 -0.027
Si 5.492 -0.023 5.46 -0.047 -0.009 0.02
Si 8.209 2.671 5.469 0.016 0.024 0.015
Si 5.435 5.399 5.47 -0.009 -0.007 -0.015
Si 8.199 8.164 5.423 0.018 -0.021 0.006
Si 5.441 10.86 5.506 -0.018 0.009 -0.007
Si 8.188 13.612 5.463 -0.003 -0.012 0.013
Si 10.966 0.06 5.479 0.016 -0.021 0.002
Si 13.609 2.794 5.474 -0.012 0.037 -0.004
Si 10.843 5.366 5.476 -0.002 -0.018 -0.001
Si 13.592 8.171 5.396 0.025 0.027 -0.024
Si 10.897 10.911 5.332 -0.018 0.015 -0.008
Si 13.577 13.604 5.338 0.007 -0.048 0.009
Si 14.967 1.37 12.253 0.002 0.024 0.004
Si 1.36 4.053 12.252 0.041 -0.015 -0.018
Si 14.954 6.791 12.243 0.019 -0.004 -0.004
Si 1.338 9.527 12.222 -0.031 0.025 -0.007
Si 14.955 12.26 12.235 -0.01 0.01 -0.003
Si 1.377 14.97 12.225 0.017 -0.009 0.003
Si 4.079 1.381 12.251 -0.033 0.013 -0.01
Si 6.798 4.073 12.252 0.011 -0.017 -0.001
Si 4.06 6.792 12.238 -0.012 0.009 0.011
Si 6.809 9.503 12.228 0.023 -0.021 0.001
Si 4.087 12.244 12.221 0.009 -0.013 -0.003
Si 6.798 14.985 12.235 -0.018 0.003 -0.003
Si 9.53 1.364 12.252 0.01 -0.016 -0.012
Si 12.229 4.09 12.245 -0.023 0.023 -0.012
Si 9.496 6.799 12.243 -0.01 0.015 -0.007
Si 12.24 9.511 12.229 0.024 -0.011 0.003
Si 9.531 12.256 12.229 -0.023 -0.012 0.008
Si 12.265 14.958 12.261 0.003 -0.015 -0.005
Si 13.616 0.015 13.622 -0.012 -0.019 -0.004
Si 0.008 2.701 13.639 0.006 0.005 -0.006
Si 13.594 5.432 13.612 0.006 -0.007 -0.002
Si -0.008 8.158 13.593 0.017 -0.009 -0.002
Si 13.596 10.879 13.573 0.003 0.009 -0.001
Si 0.018 13.619 13.58 0.001 0 -0.013
Si 2.709 0.023 13.595 0.029 0.001 -0.004
Si 5.442 2.73 13.626 -0.009 0.009 -0.008
Si 2.716 5.414 13.604 -0.053 -0.024 -0.008
Si 5.44 8.139 13.585 0.004 -0.003 0.004
Si 2.709 10.887 13.568 -0.012 -0.008 -0.014
Si 5.427 13.63 13.582 0.012 0.001 0.004
Si 8.156 0.021 13.611 0.002 0.013 -0.005
Si 10.874 2.735 13.619 0.004 -0.003 -0.006
Si 8.145 5.435 13.616 0 0.013 -0.011
Si 10.874 8.149 13.583 -0.024 -0.008 -0.009
Si 8.169 10.889 13.562 0.001 0.006 -0.008
Si 10.897 13.596 13.611 0.004 0.004 -0.004
Si 15.024 14.996 14.961 0.023 0.015 0.012
Si 1.355 1.325 15.017 -0.02 -0.031 0.008
Si 14.951 4.063 14.976 0.002 -0.007 -0.003
Si 1.335 6.764 14.941 0.032 -0.001 -0.014
Si 14.944 9.525 14.938 0.015 -0.019 -0.015
Si 1.371 12.261 14.939 0.007 0.018 0.004
Si 4.072 15.009 14.949 -0.024 0.001 -0.01
Si 6.799 1.377 14.996 0.011 -0.014 0.001
Si 4.087 4.089 14.997 0.018 0.019 -0.001
Si 6.754 6.758 14.981 -0.009 -0.019 0.019
Si 4.063 9.509 14.905 -0.004 0.02 0.009
Si 6.807 12.259 14.898 0.005 -0.002 -0.013
Si 9.531 14.978 14.945 0.013 0.004 -0.006
Si 12.248 1.384 14.975 -0.013 0.015 -0.002
Si 9.499 4.083 14.989 -0.012 0.002 -0.001
Si 12.212 6.782 14.959 -0.016 0.017 -0.016
Si 9.542 9.546 14.919 -0.004 0.009 -0.014
Si 12.25 12.208 14.963 -0.003 -0.043 0.004
Si 0.014 -0.016 16.461 -0.01 0.01 -0.002
Si 2.739 2.699 16.317 -0.022 0.001 -0.003
Si -0.073 5.472 16.328 0.001 -0.029 0.002
Si 2.79 8.051 16.252 -0.051 -0.048 -0.026
Si 0.058 10.832 16.265 -0.017 0.026 -0.001
Si 2.653 13.716 16.299 0.01 0.002 -0.025
Si 5.462 -0.015 16.342 0.005 0.024 0.01
Si 8.096 2.786 16.381 0.013 0.02 -0.01
Si 5.411 5.419 16.446 0.015 0.017 -0.023
Si 8.139 8.194 16.201 -0.002 -0.006 -0.023
Si 5.363 10.966 16.209 0.009 -0.033 -0.005
Si 8.202 13.571 16.269 -0.005 -0.011 -0.02
Si 10.848 0.057 16.311 0.005 -0.029 -0.025
Si 13.651 2.672 16.371 0.014 -0.014 -0.044
Si 10.905 5.387 16.346 -0.015 0.027 0.039
Si 13.516 8.215 16.284 0.008 0.016 -0.027
Si 10.891 10.851 16.357 -0.003 -0.006 -0.024
Si 13.68 13.578 16.223 -0.008 0.017 0.003
Si 14.978 1.35 17.843 -0.005 0.019 -0.011
Si 1.344 4.087 17.592 0.012 -0.011 -0.002
Si 14.807 6.862 17.642 0.038 -0.022 0.036
Si 1.435 9.39 17.537 -0.005 -0.004 0.006
Si 15.054 12.229 17.595 0.055 0.031 0.034
Si 1.363 14.943 17.879 0.013 -0.036 0.011
Si 4.103 1.35 17.707 -0.003 0.016 0.041
Si 6.736 4.069 17.879 0.037 -0.061 -0.005
Si 4.064 6.799 17.819 0.005 0.04 -0.012
Si 6.731 9.58 17.467 0.009 -0.008 0.003
Si 4.035 12.381 17.571 0.043 0.032 -0.018
Si 6.852 14.89 17.637 -0.041 0.013 0.041
Si 9.452 1.421 17.699 0.008 -0.013 0.06
Si 12.288 3.987 17.733 -0.039 0.024 0.043
Si 9.495 6.843 17.544 -0.023 0.039 -0.008
Si 12.23 9.515 17.785 0.01 -0.037 0.016
Si 9.541 12.24 17.675 0.018 0.018 -0.01
Si 12.315 14.977 17.491 0.057 0.003 0.018
Si 13.606 -0.159 19.07 0.005 0.017 0.046
Si 0.069 2.807 19.094 -0.022 0.005 0.066
Si 13.518 5.477 19.105 -0.039 0.007 0.033
Si -0.025 8.147 18.917 -0.008 0.045 0.001
Si 13.694 10.95 19 -0.059 0.004 0.073
Si 0.033 13.432 19.188 0.036 0.012 0.082
Si 2.774 0.049 19.167 0.007 0.029 0.027
Si 5.367 2.625 19.276 -0.03 -0.018 0.025
Si 2.621 5.373 19.085 0.029 -0.023 0.066
Si 5.49 8.313 19.008 0.018 -0.021 0.05
Si 2.76 10.861 18.771 0.013 -0.035 -0.01
Si 5.442 13.619 19.037 -0.027 -0.009 -0.031
Si 8.102 -0.013 19.02 -0.025 -0.014 0.026
Si 10.906 2.637 19.122 0.042 -0.032 -0.026
Si 8.153 5.6 19 -0.051 0.058 0.059
Si 10.794 8.09 19.064 -0.003 -0.02 0.055
Si 8.043 10.887 18.877 -0.007 0.037 0.033
Si 11.005 13.65 18.871 -0.021 -0.039 0.036
Si -0.568 12.494 24.479 0.014 -0.004 -0.014
Si 1.807 1.827 20.404 -0.005 -0.005 0.004
Si -0.913 4.66 20.245 0.16 0.097 -0.526
Si 0.799 6.387 20.212 -0.011 -0.009 -0.017
Si -0.871 9.932 20.192 0.262 0.223 -0.558
Si 1.029 11.482 20.249 -0.064 -0.068 0.04
Si 4.533 -0.981 20.391 0.15 0.152 -0.491
Si 6.304 0.727 20.442 0.061 0.014 0.093
Si 3.503 3.585 20.426 -0.113 -0.139 -0.525
Si 7.266 7.446 20.262 0.35 0.058 -0.668
Si -0.086 8.296 24.616 -0.042 0.036 -0.059
Si 6.434 11.886 20.302 0.026 -0.072 0.033
Si 9.97 -0.965 20.08 0.146 0.219 -0.491
Si 11.75 0.67 20.284 -0.184 0.056 -0.665
Si 9.904 4.532 20.111 0.002 -0.006 0.029
Si 11.619 6.261 20.372 0.029 0.082 -0.07
Si 9.028 9.199 20.145 -0.239 -0.36 -0.527
Si 12.752 12.763 20.193 0.334 0.189 -0.623
Si 8.92 2.353 23.562 -0.011 0.357 -0.394
Si 9.102 4.263 22.28 0.221 -0.269 -0.386
Si 9.308 8.696 26.857 -0.17 0.076 -0.015
Si 2.692 4.826 22.989 0.111 0.02 0.005
Si -0.303 9.989 29.557 0.047 -0.146 -0.046
Si 5.214 6.947 25.398 0.527 0.048 0.318
Si 6.9 6.287 23.084 -0.04 -0.08 -0.118
Si 8.63 0.057 27.234 0.032 -0.086 -0.088
Si 1.455 7.322 22.25 -0.166 -0.22 -0.508
Si 6.723 2.085 28.619 -0.021 0.013 0.004
Si 7.421 12.443 22.497 0.029 -0.048 0.137
Si 2.372 10.414 21.932 -0.393 0.358 -0.392
Si 14.63 1.016 27.625 0.027 -0.031 0.101
Si 3.888 3.341 31.798 -0.083 0.091 -0.019
Si 11.97 -0.068 31.665 -0.034 -0.021 0.099
Si 3.87 2.163 27.161 -0.022 -0.106 -0.098
Si 10.457 3.621 25.984 0.111 0.052 -0.094
Si 12.001 11.79 23.113 0.019 -0.047 -0.043
Si 4.522 14.901 23.503 0.134 0.023 -0.172
Si 1.812 10.85 24.814 0.06 0.032 0.061
Si 1.322 0.643 27.617 0.058 0.048 -0.069
Si 0.957 1.175 22.523 0.291 0.142 -0.556
Si 6.458 7.64 29.904 -0.038 0.043 -0.134
Si 2.838 10.666 33.301 0.029 -0.453 0.355
Si -0.842 3.126 31.66 0.581 0.169 -0.237
Si 4.559 9.893 25.757 -0.083 -0.004 -0.018
Si 13.396 13.534 32.181 0.003 0.084 -0.041
Si 14.468 10.038 23.13 -0.038 -0.022 -0.015
Si 12.775 0.435 23.338 -0.134 -0.023 -0.162
Si 5.675 12.455 29.365 0.057 0.054 -0.073
Si -0.281 3.812 22.957 -0.01 -0.039 0.042
Si 3.037 4.901 26.058 -0.049 0.011 -0.045
Si 10.158 -0.148 24.51 -0.038 -0.085 0.072
Si 11.148 6.499 22.699 0.204 -0.154 -0.676
Si 14.564 14.395 20.416 0.03 0.011 0.044
Si 12.228 6.209 25.48 -0.007 -0.111 -0.048
Si 8.442 14.676 22.714 -0.743 0.052 -0.136
Si 2.694 0.475 24.982 0.045 0.067 -0.011
Si 1.119 4.011 30.587 -0.491 -0.24 0.383
Si 12.733 8.142 27.774 -0.061 0.032 -0.052
Si 14.585 4.292 25.639 -0.431 -0.547 -0.182
Si 6.135 12.386 24.485 0.262 0.005 -0.57
Si 4.619 9.769 28.855 -0.038 -0.035 -0.031
Si 13.029 12.768 25.66 -0.053 -0.006 0.017
Si 4.141 14.563 31.055 -0.102 0.022 -0.032
Si 8.315 11.175 30.546 0.046 -0.008 0.038
Si 4.634 10.223 20.112 0.271 0.026 -0.584
Si 8.587 4.496 28.171 -0.059 0.041 -0.113
Si 6.939 0.295 22.717 0.368 -0.275 -0.71
Si 13.311 14.667 27.943 0.015 0.082 -0.071
Si 11.29 10.839 27.385 -0.117 -0.051 -0.109
Si 9.122 10.85 22.791 -0.468 0.478 -0.131
Si 9.101 8.183 24.013 0.1 0.043 -0.09
Si 13.218 2.439 25.411 0.281 0.633 0.128
Si 14.968 1.382 6.787 -0.028 -0.01 -0.008
Si 1.346 4.081 6.779 -0.01 0.029 0.003
Si 14.941 6.83 6.798 -0.01 -0.005 0.008
Si 1.33 9.549 6.815 0.001 0.001 -0.011
Si 14.904 12.279 6.789 -0.012 -0.01 0.014
Si 1.358 14.976 6.787 -0.002 -0.03 -0.01
Si 4.102 1.356 6.792 0.056 0.004 -0.017
Si 6.826 4.055 6.804 0.028 -0.011 -0.011
Si 4.05 6.758 6.818 -0.053 -0.011 -0.002
Si 6.824 9.497 6.816 0.02 -0.014 -0.009
Si 4.064 12.244 6.815 -0.002 0.013 0.009
Si 6.821 14.942 6.836 0.036 0.022 0.007
Si 9.564 1.354 6.848 -0.023 0.002 0.017
Si 12.23 4.079 6.858 -0.006 0.007 0.003
Si 9.52 6.789 6.804 -0.005 0.021 -0.007
Si 12.233 9.546 6.74 -0.017 0.022 -0.008
Si 9.55 12.226 6.774 0.011 0.005 -0.009
Si 12.279 14.955 6.786 0.005 -0.002 -0.001
Si 13.624 0.004 8.153 0.003 -0.005 -0.002
Si -0.001 2.729 8.158 0.015 0.008 0.01
Si 13.594 5.465 8.172 -0.014 0.004 0.013
Si -0.014 8.171 8.167 -0.01 -0.007 0
Si 13.569 10.894 8.142 0.003 0.011 0.005
Si -0.009 13.613 8.141 0.009 -0.016 0
Si 2.721 0.009 8.149 -0.022 0.017 -0.009
Si 5.454 2.712 8.163 -0.016 0.007 0.008
Si 2.698 5.417 8.176 0.024 -0.014 0.015
Si 5.432 8.138 8.152 -0.008 0.004 -0.012
Si 2.702 10.891 8.171 0.004 0.001 0.009
Si 5.441 13.591 8.174 0.011 0.002 0.001
Si 8.179 -0.005 8.182 0.006 -0.009 0.009
Si 10.891 2.717 8.217 0.006 -0.009 0.006
Si 8.156 5.439 8.168 -0.008 -0.003 -0.005
Si 10.891 8.173 8.129 0.016 -0.006 -0.003
Si 8.184 10.876 8.153 0.005 0.006 0.002
Si 10.895 13.602 8.142 -0.02 -0.004 0.007
Si 14.976 14.975 9.519 0.011 0.017 0.004
Si 1.364 1.367 9.514 0.021 0.012 0.006
Si 14.956 4.089 9.521 0.002 0.007 -0.003
Si 1.344 6.796 9.525 0.004 -0.007 -0.004
Si 14.939 9.536 9.507 0.001 0.011 0.001
Si 1.343 12.254 9.515 -0.004 -0.005 0.011
Si 4.082 14.97 9.514 0.002 -0.018 0.001
Si 6.81 1.36 9.528 0.006 0.005 -0.002
Si 4.081 4.069 9.52 -0.019 -0.002 0.005
Si 6.785 6.787 9.524 -0.004 -0.01 0.002
Si 4.076 9.516 9.51 -0.005 0.001 0
Si 6.815 12.232 9.52 -0.003 -0.013 -0.001
Si 9.541 14.954 9.527 -0.008 0.003 -0.002
Si 12.261 1.344 9.543 -0.024 -0.007 0.003
Si 9.515 4.088 9.539 0.017 0.001 0.01
Si 12.231 6.819 9.521 0.012 0.016 0.003
Si 9.533 9.516 9.511 -0.007 -0.011 0.001
Si 12.235 12.247 9.52 0.001 -0.01 0.006
Si 0.007 0.014 10.883 0.001 -0.022 -0.003
Si 2.721 2.717 10.878 0.008 -0.001 0.004
Si -0.001 5.428 10.896 -0.007 -0.003 0.007
Si 2.709 8.16 10.874 0.009 -0.007 0.003
Si -0.02 10.893 10.869 0.007 -0.008 -0.001
Si 2.723 13.606 10.864 -0.018 0.005 -0.005
Si 5.434 0.016 10.882 0 0.012 0.004
Si 8.163 2.72 10.894 -0.005 0.019 -0.006
Si 5.431 5.429 10.89 -0.005 0.005 0.001
Si 8.161 8.153 10.86 -0.004 0.003 -0.011
Si 5.447 10.869 10.872 0.004 -0.001 0.001
Si 8.162 13.611 10.88 0.018 0.003 -0.005
Si 10.895 -0.01 10.903 0.001 -0.005 0.002
Si 13.604 2.728 10.894 0.009 -0.009 -0.005
Si 10.872 5.454 10.887 -0.009 0.009 -0.006
Si 13.602 8.162 10.876 -0.011 -0.002 -0.006
Si 10.882 10.881 10.877 -0.005 0.006 0
Si 13.605 13.613 10.869 0.003 -0.005 -0.008
O 14.037 13.677 33.649 -0.21 -0.476 0.312
O -0.59 -0.651 33.54 -0.043 -0.113 0.043
O 1.595 0.779 33.068 0.704 0.175 -0.431
O 14.201 3.302 30.667 -0.06 0.417 -0.341
O 13.07 2.416 33.893 -0.042 0.118 -0.242
O 1.239 6.493 33.374 0.159 -0.547 0.035
O -0.663 7.127 31.727 -0.33 -0.345 0.029
O 8.022 5.711 27.233 0.298 -0.144 -0.095
O 3.508 12.083 33.725 0.231 -0.101 0.257
O 13.934 13.447 28.766 -0.34 -0.45 -0.17
O 0.824 4.002 28.99 -0.175 -0.602 -0.143
O 5.685 5.811 33.558 -0.605 -0.303 0.171
O 7.747 7.368 34.386 0.02 0.287 -0.203
O 1.23 11.015 33.382 -0.334 -0.051 -0.551
O 5.793 9.108 29.765 0.087 0.443 0.485
O 10.107 11.265 33.449 0.017 -0.033 -0.193
O 11.672 5.649 30.88 0.399 0.023 0.657
O 11.56 0.379 33.172 -0.383 -0.414 -0.165
O 7.967 2.064 34.085 -0.098 0.163 -0.108
O 9.465 8.821 33.251 0.232 0.085 -0.503
O 14.296 8.227 27.497 0.104 0.122 0.08
O 12.186 11.509 26.22 -0.203 -0.25 -0.174
O 2.017 3.459 0.423 -0.266 -0.087 0.04
O 0.229 5.298 0.957 -0.377 0.548 0.26
O 13.033 5.039 34.462 -0.304 0.496 -0.616
O -1.411 9.27 30.49 -0.236 -0.035 -0.281
O 7.233 15.152 0.031 0.453 -0.034 -0.513
O 7.474 2.894 0.353 -0.394 -0.554 -0.108
O 7.833 10.485 34.612 -0.215 -0.101 -0.093
O 12.072 12.633 32.426 -0.174 -0.228 -0.327
O 10.664 13.553 34.488 -0.19 0.399 -0.364
O 1.32 5.565 30.976 -0.02 0.242 -0.038
O 14.07 13.244 0.233 0.153 0.182 0.215
O 0.309 -0.313 22.42 0.11 -0.083 -0.237
O 3.748 4.093 21.995 0.254 -0.248 0.178
O 5.498 11.003 25.049 0.241 -0.227 -0.199
O 7.704 8.387 26.927 -0.129 0.605 -0.215
O 9.297 12.46 30.439 0.31 0.45 0.658
O -0.828 4.176 26.975 -0.116 -0.516 0.364
O 14.499 -0.573 27.853 0.316 -0.126 0.24
O 9.892 1.058 23.441 0.275 -0.085 -0.404
O 9.06 9.998 29.723 0.183 0.098 -0.358
O 9.971 3.863 31.664 0.019 -0.673 0.139
O 5.861 6.856 31.168 -0.072 0.091 0.075
O 12.154 9.629 28.012 0.311 0.134 0.657
O 4.037 14.457 32.657 -0.146 0.393 0.032
O 11.754 -0.345 24.352 0.226 -0.474 0.224
O 2.552 1.649 27.973 0.05 0.104 0.256
O 3.445 3.712 33.298 0.044 0.393 -0.062
O 12.552 12.932 24.121 -0.122 0.557 -0.074
O 12.769 14.103 26.525 -0.46 0.407 -0.242
O 0.489 -0.561 31.112 -0.21 0.038 -0.135
O -0.52 13.885 23.655 0.2 -0.01 -0.048
O 15.013 4.329 21.818 -0.237 0.174 0.09
O 0.18 13.624 29.692 0.192 -0.159 -0.266
O 9.867 8.005 28.217 0.212 -0.371 0.008
O 3.06 10.533 25.785 -0.086 0 0.473
O 13.046 1.939 23.878 0.27 0.361 -0.204
O 1.8 8.893 22.022 -0.191 -0.094 -0.229
O 3.286 -0.907 24.398 -0.491 -0.283 0.291
O 11.719 2.602 26.038 -0.028 -0.401 0.443
O 1.353 -0.626 28.596 0.008 -0.097 -0.265
O 11.034 11.986 28.492 0.461 0.13 -0.022
O 4.15 14.774 21.916 -0.341 -0.119 -0.158
O 12.071 -0.94 28.679 -0.034 0.291 -0.173
O 6.938 11.622 29.879 0.054 -0.183 -0.139
O 9.626 6.141 33.024 0.284 0.108 -0.096
O 9.59 14.754 21.558 0.412 -0.39 0.069
O -0.968 11.368 29.082 -0.409 -0.075 -0.476
O 10.264 5.163 23.035 0.118 -0.364 0.414
O 0.842 12.099 25.195 0.057 0.184 0.296
O 0.195 9.01 28.355 0.332 0.167 -0.002
O 3.908 6.255 26.071 -0.041 0.166 0.129
O 10.135 7.778 22.833 -0.042 0.212 -0.116
O 12.093 12.38 21.632 -0.475 0.132 0.086
O 7.44 1.647 23.53 -0.257 0.141 0.347
O 9.622 3.573 27.349 0.279 -0.616 0.221
O 12.056 7.445 26.491 -0.153 0.078 -0.174
O 7.126 12.912 25.673 0.191 -0.173 -0.02
O -0.949 11.362 23.377 0.318 0.209 -0.513
O 0.95 9.508 24.735 -0.002 0.027 0.237
O 13.036 -1.296 31.66 0.253 0.189 -0.166
O 7.879 7.146 24.034 -0.164 -0.171 0.641
O -0.718 1.545 32.033 -0.121 -0.346 -0.209
O 13.71 5.639 25.769 0.328 0.535 0.39
O 6.107 13.322 28.069 -0.32 0.218 -0.204
O 2.555 3.281 30.871 0.16 -0.348 -0.046
O -1.271 3.953 33.007 0.338 0.287 -0.197
O 12.186 0.648 21.857 0.046 0.134 0.237
O 9.533 -0.206 28.539 -0.183 0.339 0.354
O 4.956 4.471 31.35 -0.105 -0.083 -0.725
O 2.661 14.418 30.423 0.091 -0.211 -0.032
O 7.615 4.905 22.635 -0.428 -0.429 -0.044
O 9.557 10.09 21.425 0.273 0.095 0.009
O -0.119 1.373 27.776 -0.062 0.658 0.19
O 10.641 8.074 30.699 0.049 0.081 0.613
O 9.635 0.299 25.978 0.19 0.317 -0.045
O 14.775 8.912 24.253 -0.561 -0.319 0.18
O 8.556 9.685 23.787 -0.489 -0.068 0.505
O 5.687 -0.292 23.587 -0.137 0.333 0.528
O 2.078 1.264 23.703 0.505 0.338 0.131
O 9.311 14.841 24.112 -0.066 -0.392 0.53
O 1.042 10.358 30.364 0.073 0.608 0.343
O 4.909 9.498 27.291 0.064 -0.244 -0.143
O 3.215 9.157 29.376 -0.204 -0.46 -0.412
O 12.214 6.635 23.912 0.404 0 -0.186
O 6.687 1.445 30.119 0.638 0.066 0.159
O -0.247 2.194 22.947 -0.429 -0.217 0.026
O 7.533 4.874 31.968 0.027 -0.348 -0.476
O 11.077 5.101 25.75 -0.149 0.129 0.062
O 8.056 7.672 30.151 0.162 -0.489 0.168
O 4.884 16.213 0.454 0.131 -0.145 -0.138
O 12.567 7.251 29.095 0.055 -0.272 -0.109
O 5.217 1.973 28.023 -0.242 -0.048 0.352
O 13.675 1.867 28.602 -0.253 0.165 -0.229
O 1.604 5.161 26.736 -0.071 0.472 -0.083
O 3.221 10.287 31.769 0.443 0.294 -0.317
O 14.126 -0.436 23.308 -0.103 0.174 0.178
O 1.821 8.076 31.353 0.055 -0.008 -0.079
O 9.551 5.009 29.386 -0.085 0.35 0.13
O 14.628 12.501 25.645 0.263 -0.235 0.374
O 6.599 7.116 21.734 -0.271 0.393 0.109
O 5.09 13.386 30.522 0.059 -0.013 0.389
O 13.087 7.753 31.646 -0.299 -0.113 0.6
O -0.718 4.393 24.38 0.063 0.081 0.156
O 14.453 12.816 31.196 0.242 -0.451 0.151
O 4.971 13.492 24.16 -0.389 -0.266 -0.112
O 6.131 6.887 28.509 -0.642 -0.344 -0.069
O -0.164 6.373 28.295 -0.235 0.2 0.583
O -0.039 7.555 26.034 0.058 -0.562 -0.011
O 1.531 0.169 26.074 -0.288 -0.331 -0.218
O 4.541 11.372 29.007 -0.339 0.15 -0.332
O -1.592 9.161 33.147 -0.314 0.147 -0.256
O 5.586 6.112 24.021 -0.424 -0.479 -0.108
O 12.905 10.439 23.208 -0.093 -0.332 -0.054
O 2.383 11.179 23.346 0.146 0.478 0.121
O 10.663 -0.587 30.856 -0.542 -0.027 0.33
O 9.338 3.158 24.908 -0.133 0.129 0.422
O 7.644 -1.176 26.908 -0.557 -0.019 -0.12
O 6.626 0.38 32.614 0.329 -0.308 -0.122
O 3.959 10.204 21.612 0.455 0.042 0.612
O 4.775 8.477 24.977 -0.145 0.113 -0.315
O 9.797 8.051 25.457 0.58 -0.162 -0.05
O 4.889 -0.376 30.696 -0.082 0.159 -0.16
O 8.716 12.964 27.852 -0.042 -0.364 -0.023
O 8.012 10.684 32.041 -0.446 0.127 -0.018
O 14.069 1.271 26.139 -0.007 -0.361 -0.3
O 3.791 3.745 26.879 0.481 0.148 0.383
O 9.868 10.229 26.845 -0.435 0.158 -0.336
O 0.354 7.269 23.45 -0.522 -0.426 0.144
O 2.904 4.413 24.522 0.112 -0.381 -0.097
O 11.71 3.322 29.702 -0.001 0.076 -0.546
O 7.325 3.601 28.689 -0.291 0.204 0.244
O 4.658 1.935 31.786 -0.095 -0.038 0.004
O 3.843 1.346 25.743 0.579 -0.061 -0.35
O 14.902 9.457 21.683 -0.169 -0.461 0.062
O 10.469 11.454 23.463 -0.137 0.38 0.342
O 12.637 1.186 30.92 -0.008 -0.112 -0.025
O 1.204 4.325 22.554 0.03 -0.087 -0.256
O 7.691 1.308 27.583 -0.082 0.334 -0.115
O 2.738 6.439 22.774 0.597 0.11 -0.098

Results
total energy: -109100.196 eV
total energy less fixed offsets of O -438.35, Si -107.03 eV per atom: 4.954 eV
